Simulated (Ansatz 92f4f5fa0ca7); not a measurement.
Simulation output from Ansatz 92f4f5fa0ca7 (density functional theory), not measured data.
Periodic cell of 222 atoms, Si134O80N8, from a study of silicon, its oxide and their interface. The atomic structure is a simulated model.
This geometry differs little from another in the collection (a relaxation step or a small displacement).

Settings: functional r2SCAN; potential files Ansatz PAW; basis plane waves; wave-function cutoff 800 eV; density cutoff ratio 5; exchange-correlation grid ratio 1; k mesh 1 x 1 x 1, shifted by 0.5 0.5 0 of a step; self-consistency stop 1e-10 eV per atom in the density residual; occupations fixed; spin none; net charge 0.

Cell vectors (angstrom)
a  10.88  0  0
b  0  10.88  0
c  0  0  31.766

Atoms: element, x, y, z (angstrom)
Si  -0.209  0.4019  0.1959
Si  2.4513  3.0589  0.0531
Si  0.2982  5.2875  -0.0124
Si  3.0343  7.9397  -0.1229
Si  5.7099  -0.0701  -0.1623
Si  8.4744  2.5421  -0.0626
Si  5.24  5.6935  -0.1753
Si  7.8638  8.5704  0.0695
Si  1.3249  1.5601  1.4652
Si  4.0953  4.1944  1.254
Si  1.4434  6.8681  1.2623
Si  4.1126  9.6129  1.1534
Si  6.8577  1.4242  1.2397
Si  9.5677  4.1467  1.2696
Si  6.7362  6.889  1.2416
Si  9.4697  9.6598  1.371
Si  -0.0323  2.8699  2.7953
Si  2.7379  0.0562  2.5808
Si  0.0153  8.2204  2.5833
Si  2.7518  5.5186  2.6787
Si  5.4598  2.782  2.5587
Si  8.1294  0.1027  2.737
Si  5.4004  8.2448  2.628
Si  8.1538  5.5153  2.5575
Si  1.3969  4.1826  4.0659
Si  4.114  1.4038  3.9417
Si  1.3787  9.5692  3.9516
Si  4.0853  6.8783  4.0176
Si  6.8196  4.1274  3.9355
Si  9.5077  1.4355  4.0737
Si  6.7817  9.5532  4.0139
Si  9.5408  6.8359  3.9438
Si  0.0173  0.0252  5.3414
Si  2.7537  2.7474  5.3388
Si  0.0023  5.5052  5.3794
Si  2.7048  8.2093  5.3559
Si  5.4271  0.0355  5.3514
Si  8.1342  2.7808  5.3804
Si  5.4612  5.4697  5.311
Si  8.1697  8.1691  5.3237
Si  1.3875  1.3775  6.6898
Si  4.1288  4.0982  6.6917
Si  1.3697  6.8437  6.7311
Si  4.0715  9.5507  6.711
Si  6.8084  1.3607  6.7141
Si  9.5395  4.0992  6.7205
Si  6.8218  6.7863  6.6876
Si  9.539  9.5141  6.6815
Si  0.0161  2.7017  8.0645
Si  2.6948  0.0013  8.0696
Si  -0.0178  8.1594  8.0776
Si  2.761  5.4581  8.0456
Si  5.4459  2.6956  8.0617
Si  8.1874  -0.0224  8.0524
Si  5.4567  8.1611  8.0235
Si  8.1618  5.4191  8.0676
Si  1.4063  4.0718  9.3765
Si  4.081  1.3267  9.4106
Si  1.314  9.5313  9.4284
Si  4.1122  6.8323  9.4174
Si  6.8644  3.9797  9.4132
Si  9.5719  1.2819  9.4406
Si  6.8386  9.4683  9.3989
Si  9.5075  6.7737  9.4222
Si  -0.0251  -0.087  10.9046
Si  2.7098  2.6761  10.7511
Si  0.0166  5.3976  10.716
Si  2.6881  8.2066  10.7564
Si  5.4542  -0.0732  10.7213
Si  8.2146  2.5805  10.8178
Si  5.5193  5.3998  10.6688
Si  8.1826  8.1277  10.8198
Si  1.3901  1.3034  12.1791
Si  4.1474  4.0594  11.9631
Si  1.2765  6.8479  12.0512
Si  4.0717  9.5409  12.1247
Si  6.8313  1.1468  12.1501
Si  9.6866  3.9145  12.0921
Si  6.904  6.6416  12.0946
Si  9.4648  9.4184  12.3377
Si  0.0521  2.5556  13.6382
Si  2.8453  0.1516  13.6094
Si  -0.0102  8.0487  13.6902
Si  2.6647  5.3809  13.1708
Si  5.5266  2.7022  13.2713
Si  7.9831  -0.2436  13.7624
Si  5.2911  7.8587  13.2422
Si  8.3879  5.2844  13.4104
Si  1.5444  4.1086  14.6893
Si  4.0401  1.9313  14.864
Si  1.685  9.3529  14.7592
Si  3.6581  6.845  14.6588
Si  7.0725  3.7987  14.6075
Si  9.188  1.4663  14.9401
Si  6.3519  9.0034  14.8504
Si  9.9313  6.1716  14.9853
Si  5.2643  5.2865  18.7532
Si  4.8923  10.8498  16.8246
Si  12.0425  -1.729  17.7099
Si  7.0444  6.2359  16.4119
Si  9.3254  7.6066  17.6769
Si  4.4153  4.4866  16.2411
Si  9.563  -0.163  17.5474
Si  13.3777  10.6062  23.2443
Si  2.8089  4.2917  24.5141
Si  6.8429  8.0768  23.5936
Si  2.7093  0.6539  18.7673
Si  7.0883  -1.3081  18.4857
Si  6.9071  5.226  21.2589
Si  9.7831  11.889  20.4985
Si  9.9321  4.0966  21.3169
Si  7.2141  10.9383  22.2316
Si  13.6941  3.7041  18.639
Si  1.1117  9.7066  20.6651
Si  0.1523  11.9435  25.0183
Si  7.7776  -2.916  20.2005
Si  2.8803  6.3836  17.73
Si  10.8444  4.1137  24.3133
Si  3.6255  10.0934  25.8985
Si  10.5124  -3.9233  20.2532
Si  0.7656  9.8748  26.9723
Si  4.0549  13.1758  26.5155
Si  -7.0505  1.3173  29.5196
Si  -4.2574  -1.2974  26.3624
Si  -3.6913  4.3802  29.4647
Si  -1.5671  6.7132  29.7105
Si  1.7006  -0.9353  29.7576
Si  8.3206  5.9317  25.0277
Si  4.4202  -9.6643  21.44
Si  -2.9111  11.9792  25.0397
Si  6.8861  14.4743  26.3524
Si  4.8975  5.8661  23.1295
Si  9.1508  19.0523  27.099
Si  14.3772  3.9417  21.6567
O  1.3239  4.9569  24.6341
O  0.7997  -0.2887  30.904
O  6.7411  -2.1913  25.0542
O  1.3722  4.1558  -0.5248
O  -2.888  2.5842  25.7035
O  0.1836  2.6732  25.0163
O  8.2304  5.5933  29.3234
O  2.3615  8.5698  30.2888
O  5.1639  0.7033  30.2424
O  7.8175  3.1766  30.347
O  5.8689  4.9598  30.2459
O  9.598  1.4255  -0.5311
O  -2.1065  6.9583  26.1491
O  4.1269  6.8178  -0.6444
O  10.5706  5.9986  30.4165
O  6.8008  9.648  -0.5948
O  5.0738  1.4322  16.1045
O  2.2185  -8.6871  18.3856
O  5.6446  -0.7203  18.0943
O  7.1039  9.4814  20.144
O  7.9621  10.4966  17.4871
O  2.7408  8.1392  14.9406
N  3.7258  6.0918  16.228
O  11.2492  5.1751  15.3592
O  9.8971  0.8015  16.2801
N  10.2822  9.1019  17.5917
O  5.1529  9.8344  15.6011
N  8.86  6.5147  16.3619
N  3.213  3.4241  15.4158
O  3.4246  0.1161  17.431
O  12.807  -3.1806  17.7591
N  4.419  14.8829  17.934
O  -1.661  7.7267  20.8827
N  7.8743  -2.8466  18.4735
N  6.1407  4.8337  15.6662
O  12.874  5.0076  18.039
O  10.889  10.8431  21.0939
O  8.101  13.5479  15.3094
O  10.224  6.696  18.6816
O  6.6379  7.7416  15.8932
O  9.7693  11.568  18.9085
O  11.6398  8.1065  20.487
O  7.2353  0.9401  23.6077
O  2.7006  3.8813  20.2599
O  1.4507  9.8756  16.2856
O  10.0792  13.5067  20.5915
O  8.3587  4.5257  21.2536
O  3.6789  0.809  20.0515
O  5.9504  4.668  20.0756
O  8.4279  0.6379  21.3089
O  4.6639  2.813  21.51
O  6.8788  -4.0448  20.9165
O  3.0027  3.3242  25.8098
O  -1.0872  18.3872  28.4111
O  11.4587  22.2918  26.4898
O  7.2931  -1.5536  22.6433
O  10.5499  3.8078  22.7635
O  7.0873  -5.8569  25.5927
O  13.6174  -7.3232  23.0502
O  14.9549  6.4373  18.8862
O  -0.5214  9.0386  26.4138
O  5.802  0.421  21.5442
O  2.1098  9.7008  21.9484
O  4.9996  9.5736  26.6447
O  -7.4792  9.7561  24.3119
O  3.6919  11.7111  25.9522
N  1.6315  -0.6909  19.0604
O  6.4856  5.933  17.9103
O  7.9258  6.8477  23.7232
O  -1.3868  11.4933  24.7671
O  4.0621  5.3552  24.4381
O  -3.1448  8.9697  27.4028
O  5.3873  7.4047  23.2538
O  3.1097  13.2183  30.525
O  3.4479  11.7699  22.6798
O  6.9334  3.8189  27.9653
O  -3.7504  11.0901  26.1026
O  1.1693  0.3689  23.9478
O  6.2332  15.8776  22.7198
O  4.0861  23.9015  28.1413
O  2.8529  0.066  29.2288
O  0.6744  9.6992  28.5585
O  -0.1398  5.4475  20.8222
O  -1.3078  4.9586  24.7907
O  -2.2239  7.8373  30.6389
O  3.9287  16.386  21.8668
O  13.1715  -1.4321  26.5768
O  5.4765  2.8833  26.0313

Results
free energy: -134426.923 eV
free energy less fixed offsets of N -386.36, O -570.45, Si -639.56 eV per atom: 0.997 eV

Forces (eV/angstrom), in the order of the atoms: element, x, y, z
Si  -0.0011  -0.001  -0.0073
Si  -0.0051  -0.0005  -0.0111
Si  0.0073  0.0043  -0.0186
Si  0.0098  -0.0149  -0.0061
Si  0.0008  -0.0024  -0.0161
Si  -0.0089  -0.0002  -0.0179
Si  -0.0053  0.0113  -0.0114
Si  -0.0061  0.0025  -0.0129
Si  0.0038  0.0081  -0.0053
Si  -0.001  0.0057  0.0049
Si  0.0024  0.0034  0.0057
Si  0.0026  0.0016  0.0067
Si  0.002  -0.001  0.0071
Si  0  0.0009  0.004
Si  -0.0017  0.0024  0.0024
Si  -0.0027  0.0002  0
Si  -0.0004  -0.0033  -0.0083
Si  0.0022  -0.0016  0.0037
Si  0.0028  -0.0007  0.0026
Si  0.0052  0.0045  -0.0068
Si  0.0001  0.0038  0.0004
Si  -0.0018  -0.0027  -0.0043
Si  -0.0037  -0.0026  -0.0076
Si  -0.0008  0.0037  0.0016
Si  -0.0016  -0.002  0.0037
Si  -0.0018  -0.0002  0.0008
Si  -0.0009  -0.0002  -0.0004
Si  0.0029  0.0006  -0.0011
Si  0.002  -0.0008  0.0009
Si  -0.0016  0.0039  0.0068
Si  -0.0022  0.0053  0.0039
Si  0.0002  0.0021  0.0005
Si  0.0041  0.0001  0.002
Si  0.0055  0.001  0.0027
Si  0.0002  0.0015  0.0029
Si  0.0005  0.0037  0.001
Si  0.0021  -0.0009  0.0027
Si  -0.002  -0.0007  0.0018
Si  0.0007  0.001  0.0032
Si  0.002  -0.0036  0.0044
Si  -0.003  0.0013  0.0014
Si  -0.0038  -0.0003  0.0006
Si  0.0012  -0.0033  -0.0011
Si  -0.0006  -0.0008  -0.0028
Si  0.0008  0.0009  -0.0013
Si  0.0011  0.0021  0.001
Si  0.0013  0.003  -0.0002
Si  -0.0019  0.0008  0.0008
Si  0.0039  0.0001  0.0011
Si  -0.0027  0.0027  -0.0001
Si  -0.0029  0.0028  0.0024
Si  0.0066  0.003  -0.0012
Si  -0.0001  0.0014  0.0005
Si  0.0055  -0.0022  -0.0007
Si  0.0031  0.0007  -0.0008
Si  -0.0019  -0.0012  0.0011
Si  -0.0115  0.0064  -0.0047
Si  0.0009  -0.0024  -0.0042
Si  0.0056  -0.0075  0.0005
Si  -0.0062  0.003  -0.0023
Si  0.0065  -0.0075  -0.0032
Si  -0.004  0.0034  -0.0021
Si  -0.0032  0.0005  0.0005
Si  0.0018  -0.0048  -0.0045
Si  -0.0024  0.0105  -0.0064
Si  0.0018  -0.0058  -0.0102
Si  0.0058  -0.0107  0.006
Si  -0.0035  -0.0026  0.0045
Si  0.0016  -0.0064  0.0034
Si  -0.0069  0.0029  -0.0017
Si  0.0045  0.0022  -0.0129
Si  0.0032  0.0178  -0.0051
Si  0.0048  -0.0027  0.0082
Si  -0.0037  0.0038  0.0145
Si  0.0211  -0.0004  0.0147
Si  -0.0042  0.0001  -0.0039
Si  -0.003  0.0134  -0.0078
Si  -0.0008  0.0075  -0.0003
Si  -0.0009  -0.0121  0.0032
Si  0.0063  -0.025  0.0038
Si  -0.0005  0.0077  0.0029
Si  0.0008  0.0034  -0.0089
Si  -0.0046  0.0257  -0.0033
Si  -0.005  0.0284  0.0006
Si  -0.001  -0.0107  0.0125
Si  -0.0085  -0.0032  0.0099
Si  0.0032  0.0284  0.0106
Si  0.0004  -0.0041  0.0036
Si  -0.0075  0.0079  0.0008
Si  0.006  0.013  0.0067
Si  -0.0358  -0.0073  -0.0202
Si  -0.0281  -0.048  -0.0575
Si  -0.0051  0.0099  -0.0028
Si  -0.006  -0.0018  0.0276
Si  0.0092  -0.0386  -0.0114
Si  -0.0136  0.0015  0.0154
Si  -0.0073  -0.0044  0.0102
Si  -0.0234  -0.0042  0.0116
Si  0.0036  0.002  0.0243
Si  0.0245  -0.0007  0.0136
Si  -0.0101  -0.004  0.0229
Si  0.002  -0.0227  0.0296
Si  0.0061  -0.0002  0.0268
Si  -0.0046  -0.0042  -0.0003
Si  -0.0011  0.0023  -0.0047
Si  0.0024  -0.002  -0.0026
Si  -0.0081  -0.0015  0.017
Si  0.0128  -0.0084  0.0184
Si  -0.0002  0.0036  0.0019
Si  -0.0029  -0.0022  0.0031
Si  -0.0029  0.0022  -0.0002
Si  0.0038  -0.0081  -0.0002
Si  -0.0056  -0.0076  0.004
Si  0.0007  -0.0019  0.0068
Si  -0.0003  -0.0144  0.001
Si  -0.0052  0.0221  0.0151
Si  -0.0265  0.0095  0.0458
Si  0.0004  0.0019  -0.0018
Si  0.0025  -0.0022  -0.007
Si  0.0016  0.0038  0.0091
Si  0.0029  -0.0004  -0.009
Si  0.0038  -0.005  0.0008
Si  -0.0026  -0.0026  -0.0213
Si  0.004  -0.0012  -0.003
Si  -0.0012  0.0063  -0.0142
Si  0.0002  0.0003  -0.0259
Si  0.0003  0.0023  -0.0239
Si  0.0033  0.0042  -0.003
Si  0  -0.0011  -0.0031
Si  0.0005  -0.0019  0.0008
Si  0.0031  0.0014  0.0011
Si  0.0038  -0.0015  -0.003
Si  0.0013  -0.0011  -0.0107
Si  0.0027  0  0.0043
O  -0.0007  0.0011  0.0018
O  -0.0004  0.0132  0.0169
O  0.0006  0.0013  0.0004
O  0.0011  -0.0033  0.0084
O  0.0034  0.0013  0.0013
O  0.0006  -0.0044  0.0038
O  0.0004  0.0009  0.0137
O  0.0003  -0.0033  0.0223
O  0.0067  -0.005  0.0241
O  0.0111  -0.0095  0.0167
O  0.0025  -0.0024  0.0254
O  -0.0001  -0.005  0.0126
O  -0.0021  -0.0035  -0.0003
O  -0.0025  -0.0059  -0.0197
O  0.0061  -0.0029  0.0191
O  0.0126  0.0054  0.0025
O  -0.0039  0.0038  -0.0167
O  0.0028  0.0013  -0.0099
O  -0.013  0.0035  0.0004
O  0.0088  -0.011  -0.0213
O  -0.0034  0.0054  -0.0182
O  0.0563  0.0176  0.0634
N  0.0037  0.0045  -0.0361
O  0.0181  -0.0222  0.0064
O  -0.0055  0.0062  -0.0266
N  -0.0046  0.0001  -0.0148
O  0.0233  0.0111  -0.0066
N  0.0065  0.0016  -0.021
N  0.0077  -0.0071  -0.0091
O  0.0061  -0.0101  -0.0165
O  0.0023  -0.0031  -0.0111
N  0.0015  0.0113  -0.018
O  -0.0008  -0.0054  -0.0046
N  -0.0028  -0.0147  -0.022
N  -0.0016  -0.0173  -0.0043
O  0.0056  0.0044  -0.0095
O  -0.0038  0.0031  0.0007
O  -0.0038  0.0032  -0.003
O  0.0003  0.0036  -0.0102
O  -0.0287  0.0174  -0.0071
O  0.0019  -0.0039  -0.0077
O  -0.0019  -0.0026  -0.0091
O  -0.0046  -0.0024  -0.002
O  -0.0002  -0.001  -0.008
O  -0.0079  0.0079  -0.0113
O  0.001  0.0047  -0.0013
O  0.0007  -0.0007  -0.0027
O  0.0002  0.0009  -0.0049
O  -0.005  -0.0029  0.0044
O  -0.0012  0.0045  0.0006
O  -0.0016  0.006  0.0009
O  -0.0038  -0.0068  -0.0026
O  -0.0041  0  0.0044
O  0.0048  -0.0019  0.0042
O  -0.0002  0.0043  0.0024
O  0  0.0027  0.0013
O  -0.0003  -0.0018  -0.0021
O  -0.0017  0.0029  0
O  -0.0035  -0.0052  0.0031
O  0.0059  0.0041  -0.0277
O  0.0022  -0.0007  0.0021
O  -0.0014  -0.0008  -0.0038
O  0.0026  -0.0011  0.003
O  -0.0019  0.0018  0.0019
O  0.001  -0.0046  -0.0018
O  0.0005  0.0007  0.0026
N  0.0001  -0.0003  -0.0113
O  0.0145  -0.0006  -0.0046
O  0.0001  0.0023  -0.0037
O  0.002  -0.0016  0.0048
O  0.0007  -0.001  0.0036
O  -0.0011  0.0023  0.0051
O  -0.003  -0.0008  -0.0005
O  -0.0041  0.0132  0.0193
O  0.0001  0.0014  0.0036
O  -0.0029  -0.0005  0.003
O  0.0016  0.0021  0.0047
O  0.0017  -0.0011  -0.0012
O  -0.0042  -0.0002  0.0019
O  0.0073  0.0026  0.0019
O  -0.0001  -0.0018  0.0095
O  -0.0049  -0.0059  0.0114
O  -0.0001  -0.0045  -0.0038
O  0.0014  -0.0033  0.0027
O  -0.006  0.01  0.0199
O  0.0003  0.0016  -0.0029
O  0.0055  -0.0014  0.003
O  -0.0011  -0.0018  -0.0029

The program warned: the cutoff lies below the one the program advises for these potential files; the forces do not sum to zero within the program's tolerance; empty levels may hold ghost states of the PAW files; the exchange-correlation potential is rough where the density is thin.
